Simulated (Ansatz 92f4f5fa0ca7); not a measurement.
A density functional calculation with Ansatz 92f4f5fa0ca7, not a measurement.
Periodic cell of 348 atoms, Si240O108, from a study of silicon, its oxide and their interface. The atomic structure is a simulated model.
Doubt: the cutoff is far below the 930 eV that the study's wrapper takes by default for these files, so forces and energies are approximate.
This geometry differs little from another in the collection (a relaxation step or a small displacement).

Settings
functional: PBE
potential files: Ansatz PAW
basis: plane waves
wave-function cutoff: 580 eV
density cutoff ratio: 5
exchange-correlation grid ratio: 1
k mesh: 1 x 1 x 1, Gamma-centred
self-consistency stop: 5e-08 eV per atom in the density residual
occupations: fixed
spin: none
net charge: 0

Cell vectors (angstrom)
a, 11.6015, 0, 0
b, 0, 13.3963, 0
c, 0, 0, 40.0292

Atoms and the computed forces on them: element, x, y, z (angstrom), force x, y, z (eV/angstrom)
Si, 0, 2.2327, 1.1851, -0.0025, 0.0025, 0.0097
Si, 3.8672, 2.2327, 1.1851, 0.0062, 0.0092, 0.0081
Si, 7.7343, 2.2327, 1.1851, -0.0046, 0.0141, -0.0219
Si, 1.9336, 5.5818, 1.1851, -0.0021, 0.0069, -0.0106
Si, 5.8008, 5.5818, 1.1851, 0.0078, 0.0138, 0.0313
Si, 9.6679, 5.5818, 1.1851, -0.0003, 0.0022, 0.0047
Si, 0, 8.9308, 1.1851, 0.0013, 0.005, 0.0262
Si, 3.8672, 8.9308, 1.1851, -0.0012, 0.0227, -0.0159
Si, 7.7343, 8.9308, 1.1851, 0.006, 0.0128, 0.0119
Si, 1.9336, 12.2799, 1.1851, 0.0115, -0.0009, 0.0034
Si, 5.8008, 12.2799, 1.1851, 0.0034, 0.0081, 0.0006
Si, 9.6679, 12.2799, 1.1851, 0.0015, -0.008, 0.0134
Si, 1.9336, 1.1164, 1.9745, -0.0139, -0.0084, -0.0066
Si, 5.8008, 1.1164, 1.9745, 0.0305, 0.0008, -0.0017
Si, 9.6679, 1.1164, 1.9745, -0.017, 0.0069, -0.0023
Si, 0, 4.4654, 1.9745, 0.0055, -0.0133, 0.0021
Si, 3.8672, 4.4654, 1.9745, -0.0466, -0.0296, -0.0057
Si, 7.7343, 4.4654, 1.9745, 0.0281, -0.0557, -0.0031
Si, 1.9336, 7.8145, 1.9745, 0.0239, -0.0416, -0.0047
Si, 5.8008, 7.8145, 1.9745, -0.0413, -0.0224, -0.0057
Si, 9.6679, 7.8145, 1.9745, 0.002, -0.0272, -0.0075
Si, 0, 11.1635, 1.9745, -0.0017, 0.015, -0.0039
Si, 3.8672, 11.1635, 1.9745, -0.0127, -0.038, 0.0008
Si, 7.7343, 11.1635, 1.9745, -0.0245, -0.0223, 0.0024
Si, 1.9336, 1.1164, 4.3426, -0.0276, 0.0074, 0.0614
Si, 5.8008, 1.1164, 4.3426, 0.0756, 0.0164, -0.0634
Si, 9.6679, 1.1164, 4.3426, -0.0401, 0.0477, 0.1191
Si, 0, 4.4654, 4.3426, 0.005, -0.0153, 0.0064
Si, 3.8672, 4.4654, 4.3426, -0.1116, -0.0606, 0.0421
Si, 7.7343, 4.4654, 4.3426, 0.0718, -0.0918, -0.0314
Si, 1.9336, 7.8145, 4.3426, 0.0495, -0.0788, 0.0542
Si, 5.8008, 7.8145, 4.3426, -0.1181, -0.0549, 0.0408
Si, 9.6679, 7.8145, 4.3426, 0.0111, -0.0578, 0.025
Si, 0, 11.1635, 4.3426, 0.0114, 0.0427, 0.0492
Si, 3.8672, 11.1635, 4.3426, -0.0221, -0.0784, -0.156
Si, 7.7343, 11.1635, 4.3426, -0.0807, -0.0379, -0.0763
Si, 0, 0, 35.6887, -0.0971, -0.0285, 0.003
Si, 3.8672, 0, 35.6887, 0.0698, 0.0027, -0.0346
Si, 7.7343, 0, 35.6887, 0.1601, 0.0419, 0.0698
Si, 1.9336, 3.3491, 35.6887, -0.1237, 0.0522, 0.1109
Si, 5.8008, 3.3491, 35.6887, 0.0692, 0.0195, -0.0289
Si, 9.6679, 3.3491, 35.6887, 0.0449, -0.0223, -0.0913
Si, 0, 6.6981, 35.6887, 0.0582, 0.0228, -0.0581
Si, 3.8672, 6.6981, 35.6887, -0.0726, 0.1122, 0.0894
Si, 7.7343, 6.6981, 35.6887, 0.0501, 0.0316, -0.1362
Si, 1.9336, 10.0472, 35.6887, 0.0261, 0.0246, -0.0966
Si, 5.8008, 10.0472, 35.6887, 0.0189, 0.0932, 0.093
Si, 9.6679, 10.0472, 35.6887, 0.0026, 0.0742, -0.0247
Si, 0, 0, 38.0568, -0.0345, -0.0066, 0.0003
Si, 3.8672, 0, 38.0568, 0.0265, 0.014, 0.0025
Si, 7.7343, 0, 38.0568, 0.0525, 0.0295, -0.0052
Si, 1.9336, 3.3491, 38.0568, -0.0401, 0.0236, 0.0026
Si, 5.8008, 3.3491, 38.0568, 0.0221, 0.0103, 0.0077
Si, 9.6679, 3.3491, 38.0568, 0.0105, -0.0051, 0.0001
Si, 0, 6.6981, 38.0568, 0.0183, 0.0108, 0.0005
Si, 3.8672, 6.6981, 38.0568, -0.0253, 0.054, -0.0002
Si, 7.7343, 6.6981, 38.0568, 0.0231, 0.0202, 0.0098
Si, 1.9336, 10.0472, 38.0568, 0.0142, 0.0168, 0.0035
Si, 5.8008, 10.0472, 38.0568, 0.0035, 0.0425, -0.0015
Si, 9.6679, 10.0472, 38.0568, -0.0004, 0.0343, 0.0095
Si, 0, 2.2327, 38.8462, 0.0042, -0.0016, 0.0032
Si, 3.8672, 2.2327, 38.8462, -0.0069, -0.008, -0.0164
Si, 7.7343, 2.2327, 38.8462, 0.0057, -0.0165, 0.0039
Si, 1.9336, 5.5818, 38.8462, 0.0019, -0.01, 0.0092
Si, 5.8008, 5.5818, 38.8462, -0.0115, -0.0139, -0.0252
Si, 9.6679, 5.5818, 38.8462, 0.0031, -0.0031, -0.0178
Si, 0, 8.9308, 38.8462, -0.0017, -0.0054, -0.0199
Si, 3.8672, 8.9308, 38.8462, 0.0033, -0.0216, 0.0087
Si, 7.7343, 8.9308, 38.8462, -0.0082, -0.0069, -0.0097
Si, 1.9336, 12.2799, 38.8462, -0.0104, 0.0013, -0.0169
Si, 5.8008, 12.2799, 38.8462, -0.0011, -0.0101, -0.0001
Si, 9.6679, 12.2799, 38.8462, -0.0055, 0.0073, 0.0204
Si, 0.0826, -0.0128, 28.6813, -0.0263, 0.0087, -0.0111
Si, 3.8958, 0.1525, 28.6026, -0.0304, -0.0225, -0.0565
Si, 7.7907, 0.0884, 28.4619, -0.0115, 0.0015, 0.0354
Si, 2.2014, 3.4282, 28.6167, -0.0364, -0.0088, -0.0494
Si, 5.8367, 3.4496, 28.7528, -0.0014, -0.0289, -0.0208
Si, 9.8739, 3.003, 28.3203, -0.0207, -0.0535, 0.1089
Si, 0.0948, 6.9053, 28.5043, -0.0058, 0.0397, -0.0742
Si, 3.8837, 6.7985, 28.5638, -0.0195, -0.0033, -0.043
Si, 7.5763, 6.8357, 28.7366, 0.0128, -0.0275, 0.014
Si, 2.0558, 10.2562, 28.4835, 0.0173, -0.051, -0.1436
Si, 5.8475, 10.1515, 28.5699, -0.0424, -0.0515, -0.0702
Si, 9.6574, 10.0334, 28.5531, 0.0658, -0.0007, -0.1096
Si, 0.2149, 2.2093, 29.3256, 0.0487, 0.0038, -0.0343
Si, 3.9828, 2.2844, 29.6103, 0.0446, 0.0256, -0.0436
Si, 7.8248, 2.2754, 29.2888, 0.0448, 0.0626, -0.0702
Si, 1.9502, 5.6707, 29.349, -0.0225, -0.0278, -0.0071
Si, 5.7517, 5.6573, 29.5428, -0.0413, 0.0096, -0.0286
Si, 9.7039, 5.9924, 29.3596, -0.0403, 0.006, -0.1136
Si, 0.1215, 9.1161, 29.2503, -0.0079, 0.0152, 0.0066
Si, 3.9042, 9.0294, 29.3165, 0.0336, 0.0328, 0.008
Si, 7.7279, 9.0518, 29.4719, 0.0161, -0.0109, -0.0422
Si, 2.0343, 12.3639, 29.4371, 0.0105, 0.0066, -0.0286
Si, 5.8471, 12.3937, 29.2784, 0.0273, 0.0056, -0.0337
Si, 9.6731, 12.3048, 29.3156, 0.0212, -0.0269, -0.0556
Si, 0.0545, 2.2982, 31.7001, -0.0248, -0.0262, -0.0151
Si, 3.9055, 2.2524, 31.9172, 0.0079, -0.0077, -0.0395
Si, 7.7925, 2.2844, 31.6807, -0.0284, -0.02, -0.0101
Si, 1.9463, 5.6324, 31.7315, -0.0134, 0.0037, -0.0557
Si, 5.7766, 5.6285, 31.8646, 0.0282, -0.0178, -0.0275
Si, 9.6711, 5.6777, 31.7223, 0.0024, 0.0019, -0.0384
Si, 0.0428, 8.9919, 31.6632, -0.0119, -0.0128, -0.0653
Si, 3.8801, 8.9933, 31.7061, 0.0166, -0.0113, -0.0298
Si, 7.7402, 8.9898, 31.8126, 0.0035, 0.0192, -0.0249
Si, 1.9628, 12.3283, 31.7842, -0.0092, -0.0015, -0.0057
Si, 5.8252, 12.3391, 31.6834, 0.0016, -0.0012, -0.0355
Si, 9.6823, 12.2986, 31.6976, -0.0076, 0.0072, -0.0235
Si, 1.9393, 1.1541, 32.5769, -0.0204, 0.0142, 0.0336
Si, 5.8745, 1.1477, 32.5459, 0.0185, 0.0105, 0.0358
Si, 9.713, 1.1502, 32.4762, 0.021, 0.008, 0.0429
Si, 0.0011, 4.5257, 32.5042, -0.0044, 0.0145, 0.0282
Si, 3.8498, 4.5071, 32.5913, -0.0203, 0.0023, 0.0391
Si, 7.7577, 4.5077, 32.5154, -0.018, 0.0088, 0.0431
Si, 1.9522, 7.8683, 32.5014, 0.0023, -0.0168, 0.0754
Si, 5.7959, 7.8745, 32.5604, -0.026, 0.0113, 0.0419
Si, 9.704, 7.8924, 32.5227, 0.0184, -0.0123, 0.0541
Si, 0.0183, 11.1976, 32.5094, -0.0106, -0.0098, 0.0493
Si, 3.9021, 11.2135, 32.5222, 0.0079, -0.0017, 0.042
Si, 7.7425, 11.2288, 32.5338, -0.0115, -0.0076, 0.0384
Si, 1.9284, 1.1174, 34.9253, 0.0066, -0.005, 0.0088
Si, 5.8161, 1.1144, 34.9079, 0.0015, -0.0053, 0.0002
Si, 9.6742, 1.1186, 34.8703, -0.0073, 0.0033, -0.0145
Si, -0.0014, 4.4694, 34.8848, 0.0013, 0.0028, -0.0065
Si, 3.8596, 4.4709, 34.933, 0.0034, -0.0027, 0.0219
Si, 7.74, 4.4654, 34.8895, 0.0029, -0.0022, 0.0072
Si, 1.9337, 7.8199, 34.8842, 0.0028, 0.0035, -0.0107
Si, 5.796, 7.8243, 34.9153, 0.0124, 0.0009, 0.0119
Si, 9.6781, 7.8247, 34.8957, -0.0079, 0.006, -0.0017
Si, 0.0002, 11.1632, 34.8875, 0.0007, 0.0115, -0.0007
Si, 3.8743, 11.1661, 34.8942, 0.0003, 0.0041, 0.0054
Si, 7.7324, 11.1728, 34.9005, 0.0058, 0.0069, 0.0089
Si, -0.0039, 0.0055, 5.1423, -0.0082, -0.0022, 0.0011
Si, 3.8758, -0.0072, 5.1038, -0.0066, 0.0057, -0.0174
Si, 7.7307, -0.0101, 5.1329, 0.0005, -0.0065, -0.0029
Si, 1.9228, 3.3439, 5.1526, 0.0052, -0.0032, 0.0054
Si, 5.7988, 3.3536, 5.124, -0.0097, 0, -0.0037
Si, 9.6765, 3.3543, 5.1548, -0.0029, -0.0055, 0.0014
Si, 0.0024, 6.6959, 5.1371, 0.0011, -0.0032, 0.0068
Si, 3.8655, 6.6829, 5.1527, 0.0018, 0.0037, 0.0133
Si, 7.7283, 6.6892, 5.1122, 0.0008, -0.005, -0.001
Si, 1.9335, 10.0425, 5.1261, -0.0035, -0.0137, -0.0058
Si, 5.7926, 10.0453, 5.1274, -0.0068, 0.0023, -0.0071
Si, 9.6637, 10.047, 5.1162, -0.0003, -0.0042, -0.0121
Si, -0.018, -0.0167, 7.5188, 0.0202, 0.0048, -0.062
Si, 3.8917, -0.0539, 7.4493, 0.0298, 0.0041, -0.0261
Si, 7.7144, -0.0628, 7.5019, 0.0008, -0.0039, -0.042
Si, 1.893, 3.2892, 7.5398, -0.0185, -0.0057, -0.0486
Si, 5.7876, 3.3251, 7.4851, 0.0023, -0.0034, -0.0449
Si, 9.6764, 3.3416, 7.5422, 0.012, 0.0246, -0.0483
Si, -0.0053, 6.6718, 7.5105, 0.0016, 0.0075, -0.0473
Si, 3.8453, 6.6087, 7.5409, -0.0051, -0.02, -0.0454
Si, 7.7005, 6.6439, 7.4668, -0.0136, -0.0012, -0.0544
Si, 1.9169, 10.0063, 7.4891, -0.0054, 0.0029, -0.0432
Si, 5.7477, 9.9968, 7.4908, 0.003, -0.0105, -0.0409
Si, 9.6311, 10.0155, 7.4713, 0.0015, 0.0142, -0.0375
Si, -0.0362, 2.1852, 8.4185, 0.0105, 0.0081, 0.076
Si, 3.8619, 2.164, 8.2174, 0.0002, 0.0219, 0.01
Si, 7.7268, 2.1915, 8.2019, -0.0221, -0.0079, 0.0169
Si, 1.8891, 5.5074, 8.3577, 0.0044, 0.0074, 0.0467
Si, 5.807, 5.5258, 8.358, 0.0013, 0.0088, 0.0471
Si, 9.6418, 5.6115, 8.3015, 0.0189, -0.0328, 0.0064
Si, -0.0394, 8.9206, 8.2532, 0.0088, -0.0136, 0.0103
Si, 3.8238, 8.8401, 8.2827, 0.0142, 0.0117, 0.0559
Si, 7.6887, 8.8706, 8.195, -0.011, 0.0152, 0.0248
Si, 1.9523, 12.2599, 8.1997, -0.034, -0.0109, -0.0067
Si, 5.7819, 12.2068, 8.3317, 0.0123, 0.0097, 0.0238
Si, 9.6577, 12.2328, 8.2848, -0.0048, -0.0034, 0.05
Si, -0.0937, 2.146, 10.8684, -0.035, 0.0009, 0.0273
Si, 3.8644, 2.1109, 10.5539, -0.0133, -0.0435, 0.0666
Si, 7.715, 2.1629, 10.5276, 0.0183, -0.0172, 0.0344
Si, 1.8447, 5.4425, 10.7623, -0.023, -0.051, 0.0558
Si, 5.8243, 5.4637, 10.7742, 0.0011, -0.0583, 0.0031
Si, 11.3931, 4.4412, 11.5563, 0.0692, 0.0131, -0.0122
Si, -0.0673, 8.956, 10.6077, -0.012, 0.0147, 0.0297
Si, 3.7688, 8.7536, 10.6546, -0.0301, -0.0305, 0.0359
Si, 7.6042, 8.832, 10.5262, 0.0094, 0.0005, 0.0385
Si, 1.9699, 12.265, 10.5272, 0.0397, -0.001, 0.0568
Si, 5.7437, 12.147, 10.7342, -0.0149, -0.0046, 0.0547
Si, 9.6279, 12.1716, 10.658, -0.0035, -0.0176, 0.0481
Si, 1.958, 1.0487, 11.4562, -0.0028, -0.015, 0.0483
Si, 5.832, 1.0239, 11.3684, 0.0005, 0.025, 0.0264
Si, 9.4897, 0.9645, 11.503, -0.0111, -0.0021, -0.0168
Si, -1.9841, 5.698, 10.6723, -0.0013, 0.0241, 0.0735
Si, 3.8555, 4.291, 11.3638, 0.0396, 0.0664, 0.0792
Si, 7.8533, 4.3334, 11.4531, -0.009, 0.0213, 0.0084
Si, 1.7401, 7.7056, 11.4098, 0.0095, 0.013, -0.0073
Si, 5.742, 7.7069, 11.4833, 0.0115, 0.0134, 0.0598
Si, 9.5664, 8.0165, 11.5071, -0.0213, -0.0015, 0.0016
Si, 0.0838, 11.204, 11.3499, -0.0081, -0.0017, 0.0035
Si, 3.7582, 10.9664, 11.4098, -0.0164, 0.0231, 0.0817
Si, 7.6996, 10.9881, 11.3978, 0.008, 0.0118, 0.0051
O, 27.1803, -9.4275, 12.9991, -0.054, 0.0511, -0.0095
O, 5.8786, 7.7491, 13.1577, -0.0375, 0.02, -0.0516
O, 9.0221, 0.843, 13.1198, 0.0243, -0.0026, -0.008
O, 9.4789, 8.5649, 13.1184, 0.0024, 0.0222, 0.0134
O, 2.2033, 0.9158, 13.1023, -0.0103, 0.0181, -0.0247
O, 6.1085, 1.0549, 13.015, -0.0238, -0.0224, -0.0475
O, 1.3373, 7.7065, 13.0432, 0.0449, -0.0318, -0.0341
O, 0.4787, 11.4467, 12.9585, -0.0292, 0.009, -0.0347
O, 3.5038, 10.6349, 13.0445, 0.0594, 0.0337, -0.0246
O, -0.6497, 4.5779, 13.1874, 0.0031, -0.0148, -0.0488
O, 8.2863, 4.0413, 13.0548, 0.0016, 0.0106, -0.0163
O, 7.812, 10.681, 13.0479, 0.0053, 0.0142, -0.0421
O, 5.5057, 3.5121, 27.1194, 0.0036, -0.0076, 0.0439
O, 2.181, 10.5079, 26.8258, -0.0298, -0.0273, 0.0992
O, -23.1176, 0.132, 27.0302, -0.0171, -0.0152, 0.0291
O, 11.6914, 6.7714, 26.8356, 0.0227, -0.0172, 0.0444
O, -27.713, -6.6256, 27.1286, 0.0441, -0.007, -0.0052
O, 21.6213, 4.6085, 28.5207, 0.0089, 0.0507, 0.0748
O, 9.5143, 9.7736, 26.9055, -0.0222, -0.0314, 0.0063
O, 3.877, 6.8792, 26.8981, 0.0135, -0.0003, 0.0302
O, 5.8733, 10.0339, 26.9032, 0.0166, 0.0287, 0.0389
O, 9.9479, 2.7803, 26.6704, -0.0062, 0.0177, -0.0691
O, 2.7478, 3.4447, 27.0129, -0.0089, -0.0012, 0.0329
O, 3.7502, 0.2406, 26.9425, 0.0214, -0.0006, 0.0519
Si, 6.4349, 10.6587, 25.504, -0.0112, -0.0193, -0.0013
Si, 2.069, 12.2304, 16.2001, -0.0022, 0.0144, 0.0682
Si, 11.5598, 8.6696, 23.8852, 0.0642, -0.0085, -0.0277
Si, 2.0264, 7.0126, 14.3418, 0.0451, 0.0735, 0.057
Si, 2.6871, 1.3261, 14.6055, -0.0113, -0.038, -0.0112
Si, 3.655, 6.3318, 25.3743, -0.0265, 0.0218, -0.0057
Si, 7.8665, 6.3428, 25.7621, 0.0672, 0.0427, -0.0315
Si, -0.9922, 9.7799, 21.3836, 0.0504, -0.0399, -0.0301
Si, 10.7995, 4.582, 18.2243, -0.0266, -0.0171, 0.0353
Si, 7.9909, 2.1044, 23.798, -0.0082, -0.0488, -0.0282
Si, 5.5867, 0.2764, 14.3414, 0.0069, 0.0038, 0.0979
Si, -0.522, 13.0021, 25.6232, -0.0085, -0.0007, 0.0184
Si, 9.6156, 4.1127, 14.0311, -0.0322, 0.0312, -0.0224
Si, 9.8037, 3.9439, 25.5085, 0.0321, -0.0142, 0.0284
Si, 3.4166, 5.3356, 18.5767, 0.0204, -0.0086, 0.0316
Si, 4.2408, -1.7444, 23.7768, -0.0288, -0.0091, -0.048
Si, 9.7683, 1.0389, 14.5743, -0.0153, -0.013, 0.0255
Si, 1.2394, 3.7364, 22.0649, 0.0145, 0.0081, -0.0541
Si, 8.2343, 7.7096, 18.5036, -0.0032, 0.0148, 0.0048
Si, 3.9556, 4.9056, 21.5904, -0.0183, -0.0016, -0.0333
Si, 4.3319, 10.9062, 14.4304, -0.0181, 0.0207, -0.0243
Si, 7.114, 0.6461, 19.6617, 0.0062, 0.0174, -0.0373
Si, 11.3771, 11.8571, 14.3694, 0.0202, -0.0242, 0.0445
Si, 5.4618, 5.4533, 16.3332, 0.0531, -0.0483, 0.0574
Si, 7.7339, -0.1315, 16.6446, -0.0485, -0.0335, 0.0128
Si, 13.2267, 10.6792, 25.2973, 0.0296, -0.0231, 0.0125
Si, 12.6309, 6.9711, 17.2492, -0.0202, 0.0027, 0.0844
Si, 2.1253, 13.1301, 19.1652, 0.0044, -0.0121, -0.0102
Si, 8.39, 5.1574, 16.6073, -0.0456, -0.0209, 0.0529
Si, 1.5773, 2.8805, 18.9638, -0.0087, 0.0157, 0.0364
Si, 4.725, 12.9486, 21.0691, -0.0329, -0.0093, -0.0037
Si, -0.7767, 9.0586, 18.4319, -0.022, 0.0184, 0.0116
Si, 5.8773, 6.6872, 23.4296, -0.0502, 0.0071, -0.0304
Si, 3.7091, 14.1065, 25.3799, 0.0127, -0.014, -0.0049
Si, 1.0687, 0.9578, 23.6867, 0.0125, 0.0196, -0.0539
Si, -1.5106, 4.7095, 21.2511, 0.0391, 0.0053, -0.0349
Si, 0.0629, -0.6499, 21.4273, 0.0285, -0.0046, -0.0352
Si, 9.4401, 14.905, 21.3235, -0.0335, 0.0059, -0.0032
Si, 9.0786, 9.1646, 25.4516, -0.0015, 0.0313, 0.0434
Si, 8.4915, 10.1091, 16.8751, 0.0205, 0.0301, 0.0732
Si, 7.9914, 13.3422, 26.0822, 0.0162, -0.0052, 0.0397
Si, 8.2785, 7.4246, 21.4789, -0.0273, 0.0158, -0.0346
Si, 5.6849, 15.6847, 21.6801, 0.0074, 0.0027, -0.015
Si, 5.0911, 7.9772, 14.5763, -0.0322, -0.0533, 0.0137
Si, 0.4213, 6.1402, 25.3559, -0.0025, 0.027, 0.0071
Si, 3.2099, 4.227, 14.4087, 0.0862, -0.0504, -0.0025
Si, 4.1737, 3.4976, 26.1707, -0.0024, 0.0126, 0.0402
Si, 8.9116, 9.872, 13.9572, -0.0267, -0.0505, -0.05
O, 8.7329, 1.1141, 22.7405, 0.0096, 0.007, 0.0025
O, 9.065, 0.5311, 15.966, 0.013, 0.0185, -0.0502
O, 0.1636, 3.2578, 18.2142, 0.009, 0.0034, -0.0209
O, 2.1579, 12.2171, 17.8166, -0.0027, 0.0036, -0.0065
O, 6.8705, 4.602, 16.3184, -0.0037, 0.0063, -0.0184
O, 2.0423, 6.1723, 25.1142, -0.0093, 0.0027, 0.0358
O, 10.5705, 5.0983, 19.7471, 0.0063, 0.0167, 0.0077
O, 4.7951, 14.3365, 21.938, 0.005, 0.0011, 0.0175
O, 2.3917, 2.9009, 14.8981, 0.0009, 0.0751, -0.0402
O, 1.9092, 1.305, 18.7561, -0.0039, 0.0127, -0.0045
O, 7.2334, 0.5316, 18.0466, -0.0164, 0.009, 0.0055
O, 5.6981, 6.9669, 15.7158, -0.0284, 0.0488, -0.0622
O, 2.1861, 0.7262, 24.8366, -0.0096, -0.0009, 0.0223
O, 4.2231, 4.8071, 25.223, 0.0326, -0.0096, 0.0099
O, -0.0975, 5.7973, 17.389, 0.025, 0.0211, -0.0415
O, 4.2704, 1.0795, 14.8204, 0.0567, -0.034, -0.0597
O, -0.1559, 4.5979, 22.1828, -0.0294, 0.0014, -0.0051
O, 6.8901, 12.1977, 25.7353, -0.018, -0.022, -0.0019
O, -3.528, 6.5802, 17.346, 0.0064, 0.0192, -0.0137
O, 3.6163, 5.629, 20.1668, -0.0033, 0.0036, -0.0039
O, 10.225, 9.4851, 24.353, -0.0885, -0.0125, 0.0651
O, 9.4571, 3.1625, 21.1762, 0.0003, -0.0063, 0.0065
O, 6.6547, 2.6431, 22.9754, -0.0034, -0.0024, 0.0159
O, 7.667, 9.1512, 17.9384, 0.0004, -0.0159, -0.017
O, 9.8364, 7.8126, 18.7546, 0.0049, -0.0111, -0.011
O, 9.0662, 3.2921, 24.1919, -0.0012, 0.0159, 0.0228
O, 7.6879, 9.8076, 24.9389, 0.0145, -0.0266, 0.0512
O, 6.8349, 5.985, 24.5581, 0.0496, -0.001, 0.0414
O, 9.992, 2.6579, 14.7138, 0.0049, -0.004, -0.0254
O, 6.4902, 2.0497, 20.2587, 0.0084, -0.0118, 0.0026
O, 4.8771, 5.5028, 17.8608, -0.0208, 0.0019, -0.015
O, 8.9006, 7.55, 25.4231, -0.0578, -0.0342, 0.0637
O, 9.326, 4.2312, 17.5903, 0.0207, 0.0027, -0.02
O, 1.184, 7.3523, 15.6758, 0.0607, -0.0179, -0.0775
O, 8.2794, 9.4176, 15.3952, -0.0095, -0.0044, -0.0299
O, 9.1116, 5.9745, 21.7378, 0, 0.0068, 0.0141
O, 0.1368, 9.0157, 22.3004, -0.0272, 0.0292, -0.003
O, 4.5677, 7.2574, 24.3268, 0.0095, -0.0102, 0.0342
O, 4.6215, 3.4516, 21.3578, 0.0089, -0.0065, 0.0118
O, 0.6161, 8.3985, 17.9278, -0.0022, -0.0107, -0.0255
O, 1.217, 9.1934, 24.7685, 0.0025, 0.0138, 0.0252
O, 6.5828, 0.2818, 15.5956, -0.0038, -0.0162, -0.0553
O, 5.3067, 10.5631, 24.3411, 0.0553, -0.0289, 0.0728
O, 7.9496, 11.6525, 16.8827, -0.0141, 0.0196, -0.0352
O, -0.513, -3.5707, 19.832, -0.0176, 0.0109, 0.0301
O, 8.7528, 5.0351, 26.0869, -0.0534, 0.0556, -0.0106
O, 10.0769, 10.0537, 17.3543, -0.0084, -0.0222, -0.0192
O, 2.4208, 6.4565, 17.9235, -0.0102, 0.0127, -0.0267
O, 10.0198, 10.9751, 14.4276, 0.0124, 0.0099, -0.0344
O, 11.0888, 13.4737, 14.433, 0.0064, 0.0169, -0.0368
O, 4.3483, 4.6384, 15.4807, -0.0693, -0.0176, -0.0791
O, -0.1812, 7.0739, 24.1532, -0.0138, -0.0238, 0.0506
O, 2.7832, 3.8289, 18.3722, -0.0025, 0.0012, -0.0146
O, 10.8957, 0.7962, 21.2901, -0.0182, 0.0077, 0.0022
O, 11.912, 11.6491, 25.2376, -0.0157, 0.0119, 0.0133
O, 2.7549, 11.2009, 24.2524, 0.0083, -0.0081, 0.0387
O, 2.0968, 5.3911, 14.1906, -0.0125, -0.0105, -0.0097
O, 1.413, 3.1699, 20.5532, -0.0016, -0.0122, -0.0065
O, 11.2662, 4.667, 25.225, -0.0183, 0.0167, 0.0265
O, 6.1738, 12.8223, 20.2716, 0.0142, -0.0028, 0.0036
O, 1.1691, -0.271, 22.594, -0.0186, 0.0029, 0.0178
O, 5.3566, 12.0969, 13.9967, -0.0014, 0.0043, 0.0058
O, 4.4222, 11.7536, 22.1495, 0.0115, 0.0133, 0.0046
O, 6.9939, 7.552, 22.5338, 0.0294, -0.0102, 0.0159
O, 7.6275, 14.6553, 25.1547, -0.0078, 0.021, -0.0008
O, 0.8988, 12.52, 20.0494, -0.01, -0.0014, 0.007
O, 8.6638, 0.6843, 20.1498, 0.0066, 0.0023, 0.0067
O, 1.2005, 2.4596, 23.0792, -0.01, -0.0183, 0.0336
O, 3.376, 11.437, 15.6334, 0.0286, -0.0276, -0.0458
O, 4.5741, -0.3043, 24.4629, 0.0017, 0.0149, 0.0292
O, 5.1074, 5.752, 22.3512, 0.0232, -0.0026, 0.0307
O, -2.3746, 8.8195, 21.556, -0.0144, -0.0014, 0.0231
O, 7.6023, 7.3442, 19.9666, 0.0014, -0.0017, 0.0152
O, 3.5407, 12.973, 19.9556, 0.0125, 0.0073, 0.0024
O, 0.7394, 11.4708, 15.6287, -0.0231, 0.0001, -0.063
O, 3.5272, 7.6016, 14.4175, -0.038, -0.0286, -0.05
O, 4.3151, 2.2047, 25.2013, 0.0075, -0.0115, 0.0175
O, 9.2289, 5.2066, 15.1943, 0.0065, -0.0021, -0.0287
O, -0.3512, 0.7673, 24.4824, 0.0119, 0.0025, 0.0135
O, 2.5329, 4.6998, 22.3976, 0.0071, -0.0023, 0.0064
O, 5.1329, 9.5738, 14.9581, 0.0014, -0.0008, -0.0329
O, 9.4763, 12.7174, 25.7345, 0.0152, 0.0127, 0.0057
O, 1.9692, 0.3906, 15.7155, -0.0091, 0.0234, -0.0395
O, -0.9015, 11.4255, 21.7554, -0.0102, 0.0009, 0.0116

Results
free energy: -213988.395 eV
free energy less fixed offsets of O -568.88, Si -635.61 eV per atom: -2.955 eV

The program warned: the cutoff lies below the one the program advises for these potential files; the exchange-correlation potential is rough where the density is thin.
